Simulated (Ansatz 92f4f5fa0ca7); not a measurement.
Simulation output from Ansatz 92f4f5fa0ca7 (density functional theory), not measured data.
Periodic cell of 215 atoms, Si132O82B1, from a study of silicon, its oxide and their interface. The atomic structure is a simulated model.
Doubt: the cutoff is far below the 930 eV that the study's wrapper takes by default for these files, so forces and energies are approximate.
This geometry differs little from another in the collection (a relaxation step or a small displacement).

Settings: functional PBE; potential files Ansatz PAW; basis plane waves; wave-function cutoff 580 eV; density cutoff ratio 5; exchange-correlation grid ratio 1; k mesh 1 x 1 x 1, Gamma-centred; self-consistency stop 5e-08 eV per atom in the density residual; occupations fixed; spin none; net charge -1 e, with a uniform compensating background and no finite-size correction.

Cell vectors (angstrom)
a, 10.938, 0, 0
b, 0, 10.938, 0
c, 0, 0, 31.5432

Atoms and the computed forces on them: element, x, y, z (angstrom), force x, y, z (eV/angstrom)
Si, 10.4375, 0.5734, 24.3505, -0.0018, 0.0021, 0.0042
Si, 6.0434, 10.5026, 24.1584, 0.0019, -0.0032, 0.0041
Si, 2.1327, 3.2479, 24.0899, -0.002, 0.0024, 0.0045
Si, 8.7061, 2.2559, 24.3169, 0.002, -0.0031, 0.0046
Si, 0.5039, 5.0518, 24.1717, 0.0027, -0.0021, 0.0043
Si, 5.0512, 5.8964, 24.1988, -0.0018, 0.0014, 0.0038
Si, 3.3952, 7.6513, 24.1682, 0.001, -0.0019, 0.0044
Si, 7.8288, 8.8292, 24.001, -0.0027, 0.0001, 0.0053
Si, 1.345, 1.4805, 25.4641, 0.0002, 0.0016, 0.0029
Si, 6.9213, 1.2997, 25.5089, 0.0003, -0.0012, 0.0033
Si, 4.0288, 4.1015, 25.3328, -0.0004, -0.0014, 0.0015
Si, 9.6705, 4.0958, 25.4314, 0.0013, 0.0001, 0.0023
Si, 1.4981, 6.8136, 25.3785, -0.0005, -0.0016, 0.0023
Si, 6.8982, 6.9459, 25.2478, 0.0009, 0.0012, 0.0012
Si, 4.2332, 9.5301, 25.3557, 0.0002, 0.0007, 0.0015
Si, 9.5286, 9.6404, 25.4445, -0.0031, -0.0004, 0.0039
Si, 2.782, 0.0063, 26.6551, -0.0001, -0.0011, -0.0063
Si, 8.2256, -0.0283, 26.9581, 0.0026, 0.0019, 0.003
Si, 0.0203, 2.7687, 26.9315, -0.001, -0.0008, 0.0039
Si, 5.4509, 2.7352, 26.6772, 0.0007, 0, -0.0056
Si, 2.7612, 5.437, 26.8503, -0.0015, 0.0003, 0.0023
Si, 8.2286, 5.5248, 26.6409, 0.0002, -0.0004, -0.0058
Si, 0.0401, 8.2097, 26.6645, 0.0029, 0.0026, -0.0058
Si, 5.5584, 8.1953, 26.808, 0.0018, 0.0015, 0.0018
Si, 4.1118, 1.3663, 28.0877, -0.0007, 0.0023, 0.0021
Si, 9.597, 1.3703, 28.2549, -0.0005, -0.0007, -0.0118
Si, 1.396, 4.12, 28.2552, 0.0015, -0.0019, -0.0144
Si, 6.8387, 4.1361, 28.0349, 0.0003, -0.0018, 0.0074
Si, 4.1613, 6.8208, 28.1578, -0.0035, 0.0022, -0.0002
Si, 9.5976, 6.8512, 28.0727, -0.0012, 0.0005, 0.0035
Si, 1.3947, 9.5898, 28.0578, -0.0035, 0.0001, 0.0067
Si, 6.8526, 9.5337, 28.2576, 0.0019, 0.0015, -0.0135
Si, 0.0532, -0.0226, 29.5445, 0.0023, -0.0033, -0.001
Si, 5.45, 0.0102, 29.5088, -0.0003, -0.0002, 0.0023
Si, 2.7717, 2.7072, 29.546, 0.0012, -0.0015, 0.0026
Si, 8.1744, 2.7738, 29.4901, -0.0029, 0.0028, -0.0027
Si, -0.0136, 5.5035, 29.5182, -0.0018, 0.0009, 0.0022
Si, 5.5115, 5.4492, 29.5217, 0.0016, -0.0017, -0.0015
Si, 2.75, 8.2144, 29.4597, 0.0012, -0.001, -0.0043
Si, 8.2551, 8.1641, 29.5578, 0.0011, -0.002, 0.0026
Si, 1.3959, 1.3531, 30.9277, -0.0012, -0.0002, 0.0009
Si, 6.821, 1.3823, 30.8549, 0.0011, 0.0015, 0.0014
Si, 4.1325, 4.0887, 30.9068, 0.0002, 0.0013, 0.0005
Si, 9.553, 4.1185, 30.8649, -0.0007, 0, 0.0009
Si, 1.377, 6.8627, 30.8518, 0.0007, 0.0015, 0.0011
Si, 6.8663, 6.8027, 30.9233, -0.0015, -0.0002, 0.0002
Si, 4.0907, 9.5738, 30.8616, -0.0013, -0.0011, 0.0012
Si, 9.6094, 9.5546, 30.9224, 0.0017, 0.002, 0.0004
Si, 2.7529, -0.0354, 0.7413, -0.0004, 0.0008, -0.0002
Si, 8.1838, 0.0144, 0.6893, -0.0015, -0.0041, 0.0004
Si, -0.0283, 2.7453, 0.6986, 0.0015, -0.0007, -0.0008
Si, 5.4865, 2.7086, 0.734, -0.0009, 0.0002, -0.0002
Si, 2.7191, 5.4813, 0.6897, 0.0005, -0.0022, -0.0005
Si, 8.2236, 5.4312, 0.7576, 0.0005, 0.0004, -0.0012
Si, 0.0411, 8.1781, 0.7429, -0.0009, 0.0005, -0.0011
Si, 5.4574, 8.2107, 0.6944, 0.003, 0.0005, -0.0004
Si, 4.1245, 1.3294, 2.0944, 0.0022, -0.0013, 0.0023
Si, 9.5264, 1.3861, 2.0736, -0.001, 0.0059, -0.0009
Si, 1.3197, 4.136, 2.0673, -0.0027, 0.0023, 0.0021
Si, 6.8602, 4.0442, 2.1137, -0.0003, -0.0024, 0.0001
Si, 4.0687, 6.8607, 2.0675, -0.0045, 0.0048, -0.0011
Si, 9.6094, 6.7986, 2.1015, 0.0041, -0.0037, -0.0008
Si, 1.3956, 9.5404, 2.1192, -0.0001, 0.0009, -0.0001
Si, 6.8254, 9.5741, 2.0741, 0.0005, 0.0006, 0.0025
Si, -0.0522, -0.0274, 3.3705, 0.0054, -0.0038, 0.0111
Si, 5.4728, -0.0251, 3.5234, -0.0007, 0.0015, -0.0056
Si, 2.6935, 2.7194, 3.3488, -0.0005, -0.0013, 0.0081
Si, 8.1997, 2.7018, 3.5714, -0.0001, 0.0022, -0.0006
Si, -0.0138, 5.457, 3.5669, 0.0031, -0.0018, -0.0134
Si, 5.4649, 5.4722, 3.3511, 0.0016, -0.0093, 0.0114
Si, 2.7302, 8.1813, 3.5591, -0.0003, -0.0019, 0.0009
Si, 8.2203, 8.1863, 3.3923, -0.0082, 0.0021, 0.0021
Si, 1.2905, 1.3605, 4.6829, 0.0006, -0.002, -0.0032
Si, 6.8506, 1.2818, 4.9587, -0.0006, 0.0005, 0.0015
Si, 4.0656, 4.1114, 4.6522, 0.005, 0.0005, -0.004
Si, 9.5085, 4.1213, 4.9802, -0.0083, -0.0009, 0.0156
Si, 1.2977, 6.8851, 4.9763, 0.0002, 0.0121, 0.0125
Si, 6.8532, 6.7943, 4.7135, 0.0067, -0.007, 0.0036
Si, 4.1266, 9.5465, 4.9374, -0.0017, -0.0022, 0.0011
Si, 9.5766, 9.5413, 4.7767, 0.0146, 0.0016, -0.0009
Si, 2.5996, 0.0126, 6.1182, -0.0003, -0.0061, -0.0075
Si, 8.2226, -0.1883, 6.2994, 0.0019, -0.0011, 0.009
Si, -0.0266, 2.6491, 6.2003, 0.0006, 0.0021, 0.0029
Si, 5.4022, 2.7842, 6.088, 0.0061, 0.0008, -0.0117
Si, 2.7532, 5.4334, 6.1381, -0.003, -0.0032, 0.0012
Si, 8.2041, 5.6403, 6.3103, -0.0102, -0.0296, -0.049
Si, -0.2105, 8.1747, 6.3599, -0.0031, -0.0166, -0.0284
Si, 5.6225, 8.1554, 6.1938, 0.0059, 0.0047, 0.0139
Si, 3.4854, 1.9252, 7.1729, -0.0107, 0.0104, 0.0017
Si, 10.0281, 0.8066, 7.451, 0.0067, -0.0057, -0.0086
Si, 1.7858, 3.6416, 7.3277, -0.0005, 0, -0.0116
Si, 6.2821, 4.5647, 7.376, -0.0214, 0.011, -0.0019
Si, 4.6554, 6.3042, 7.2416, 0.0131, -0.0095, -0.0097
B, 9.1624, 7.1772, 7.3859, 0.0386, 0.0272, 0.0382
Si, 0.8487, 10.0782, 7.5061, -0.0112, 0.0175, 0
Si, 7.5922, 8.7141, 7.5035, -0.0364, 0.0183, -0.0204
O, 4.554, 6.5724, 8.8788, -0.006, 0.0038, 0.0107
O, 1.4065, 3.9693, 8.9191, 0.0001, 0.0017, 0.0079
O, 9.6454, 6.6336, 8.6358, 0.0051, -0.0095, 0.0185
O, 1.2979, 10.1136, 9.1433, 0.0028, -0.0022, 0.0038
O, 6.059, 4.216, 9.0142, 0.0023, -0.0048, 0.0082
O, 3.7172, 1.6068, 8.7686, 0.0061, -0.0039, 0.008
O, 7.2212, 8.9059, 9.1439, 0.0012, 0.0033, 0.0069
O, 9.6778, 1.0672, 9.0645, -0.0053, 0.0025, 0.0082
O, 8.2498, 2.5343, 22.7501, -0.0008, 0.0008, -0.0048
O, 11.0023, 5.5427, 22.6431, -0.0008, 0.0009, -0.0053
O, 5.6204, 0.0899, 22.6443, -0.0009, 0.0017, -0.005
O, 5.2813, 5.4086, 22.6256, 0.0009, -0.0005, -0.0042
O, 2.1562, 2.8095, 22.4775, 0.0009, -0.0017, -0.0059
O, 3.3255, 7.8621, 22.5121, -0.0013, 0.0015, -0.0058
O, 8.3752, 8.7462, 22.4141, 0.0013, -0.0003, -0.0057
O, -0.1579, 11.2288, 22.7612, 0.0015, -0.0008, -0.0039
Si, 2.1327, 2.9847, 12.8644, 0.0004, -0.0012, -0.0042
Si, 8.6908, 1.3046, 10.3267, 0.0019, -0.0004, -0.0093
Si, 1.0522, 4.5051, 15.3376, 0.0001, -0.0004, -0.0022
Si, 7.5471, 5.5849, 12.1531, 0, 0.002, -0.0056
Si, 2.4173, 8.1823, 21.207, 0.0008, -0.0007, 0.0057
Si, 5.4177, 7.7865, 12.4336, 0.0002, -0.0003, -0.0035
Si, 9.264, 0.4564, 15.4754, 0.0002, 0.0006, -0.0018
Si, 2.9173, -0.037, 16.6435, 0.0001, -0.0003, -0.0001
Si, 10.4584, 1.1617, 12.5879, 0.0008, -0.0004, -0.0032
Si, 7.7639, 2.8301, 21.2422, -0.0006, -0.0005, 0.0059
Si, 9.1289, 8.7844, 14.4212, -0.0011, -0.0009, -0.004
Si, 1.4284, 4.7967, 10.315, 0.0025, -0.0002, -0.0084
Si, 4.4831, 9.4875, 19.1274, 0, -0.0007, 0.0039
Si, 11.0751, 6.098, 21.1168, -0.0003, 0.0003, 0.0062
Si, 6.6125, 10.4512, 14.8237, 0.0004, 0, -0.0032
Si, 5.3871, 0.7298, 21.1771, 0.0004, 0.0002, 0.0062
Si, 2.3432, 9.7992, 10.3587, -0.0022, -0.0022, -0.0039
Si, 0.4286, 10.6396, 21.3881, -0.0008, -0.0002, 0.0051
Si, 5.8482, 5.2553, 21.1228, 0, 0, 0.0058
Si, 3.6291, 7.0746, 10.0872, 0.0002, -0.0065, -0.0058
Si, 9.0364, 5.6974, 14.8084, 0, 0.0005, -0.0031
Si, 3.6589, 4.0863, 19.0794, -0.0005, -0.0004, 0.004
Si, 10.0223, 3.667, 19.3102, 0.0002, 0.0004, 0.0037
Si, 4.2602, 8.6695, 15.3327, -0.0006, 0.0004, -0.0018
Si, 0.4467, 1.9172, 17.1503, 0, 0.0001, 0.0005
Si, 6.7969, 7.5334, 19.2371, 0.0006, 0.0007, 0.0034
Si, 5.2503, 3.627, 16.7184, 0, -0.0003, -0.0002
Si, 7.7819, 5.0171, 17.4996, 0.0004, 0.0004, 0.0015
Si, 6.6947, 9.8895, 10.3236, 0.0013, -0.0014, -0.0046
Si, 4.4104, 1.0149, 10.0813, 0.0001, 0.0029, -0.0063
Si, -0.0468, 9.0807, 11.8585, -0.0009, 0.0013, -0.005
Si, 9.1001, 8.6346, 20.9451, -0.0001, 0, 0.0056
Si, 4.542, 1.6748, 14.5504, -0.0001, -0.0003, -0.0021
Si, 2.4463, 2.0916, 21.0451, -0.0003, 0.0005, 0.0063
Si, 6.3421, 3.3283, 10.3429, 0.0042, 0.0012, -0.0068
Si, 3.4238, 5.9222, 16.7161, 0.0005, -0.0008, 0.0001
Si, 9.8205, 6.582, 10.224, -0.0011, -0.0018, -0.0159
O, 0.1123, 2.6251, 18.5827, 0.0005, -0.0006, -0.0017
O, 2.9281, 9.6353, 15.5694, 0.0004, -0.0009, 0.0008
O, 10.8508, 4.8136, 20.1337, -0.0001, -0.0007, -0.0022
O, 7.6004, 2.4123, 9.8898, -0.0004, 0.0007, 0.0063
O, 10.8669, 5.3758, 10.6747, -0.0023, 0, 0.0035
O, 6.5872, 6.7238, 12.8404, 0.0007, -0.0003, 0.0022
O, 10.2937, 8.0831, 10.7264, 0.0011, 0.0033, 0.0045
O, 7.661, 9.463, 13.9753, 0.0003, -0.0001, 0.0024
O, 8.3871, 6.2338, 10.9291, -0.0032, -0.0013, 0.0055
O, 5.3537, 10.4867, 20.0685, 0, -0.0005, -0.0024
O, 2.1001, 3.766, 11.4238, -0.0003, 0, 0.0033
O, 7.9803, 8.5413, 19.7539, -0.0007, -0.0004, -0.0021
O, 6.2094, 6.7269, 20.5331, 0.0002, 0, -0.0024
O, 5.4992, 2.7205, 15.3882, -0.0002, -0.0005, 0.0011
O, 1.3022, 0.9348, 20.702, -0.0001, -0.0005, -0.0022
O, 6.0622, 9.0459, 11.5931, -0.0002, 0.0014, -0.0001
O, 4.6057, 4.9909, 16.0926, -0.0004, 0.0006, 0.0008
O, 6.5894, 3.9119, 17.6105, -0.0002, 0, -0.0005
O, 10.5174, 10.6642, 11.8216, -0.0002, -0.0014, 0.004
O, 5.5736, 0.5034, 13.9755, 0.0001, -0.0002, 0.0022
O, 8.017, 5.0969, 15.906, 0, 0.0001, 0.0003
O, 9.7393, 9.8196, 15.5417, -0.0001, -0.0002, 0.0009
O, -0.4059, 5.1605, 15.1176, 0.0004, 0.0001, 0.0013
O, 1.5718, 6.8354, 20.7982, 0.0002, 0, -0.0023
O, 1.5054, 0.6437, 17.1708, -0.0002, 0.0003, -0.0001
O, 6.5961, 1.7682, 20.8127, 0.0004, 0, -0.0025
O, 1.0046, 1.7941, 12.8324, -0.0016, -0.0014, 0.0026
O, 3.2469, 5.5012, 18.3132, 0.0002, 0.0003, -0.0016
O, 9.5249, 2.0119, 11.5616, -0.0009, -0.001, 0.0018
O, 0.9971, 3.1084, 16.1826, 0.0001, 0.0005, 0.0004
O, 8.5903, 5.1606, 13.3424, -0.0004, -0.0001, 0.0021
O, 10.2617, 8.5558, 13.2702, 0.0003, 0.0007, 0.0018
O, 1.446, 9.403, 21.6674, 0.0004, 0.0003, -0.003
O, 10.0739, 9.941, 20.6134, 0.0006, 0.0002, -0.0024
O, 3.2086, 0.1824, 10.8643, 0.001, 0.0015, 0.0014
O, 5.1164, 2.3143, 10.8198, -0.0014, -0.0023, -0.0007
O, 1.7385, 4.1548, 13.919, -0.0001, -0.0004, 0.0017
O, 7.9175, 10.8705, 10.8233, -0.0032, 0.0007, 0.001
O, 9.1256, 4.4675, 18.2145, -0.0005, 0, -0.0013
O, 5.6356, 9.5016, 15.755, 0, -0.0003, 0.0012
O, 5.5487, -0.0777, 9.6892, 0.0012, 0.0001, 0.0024
O, 3.5792, 2.3232, 13.3734, -0.0013, 0.0006, 0.0012
O, 1.964, 5.6506, 16.0509, -0.0003, -0.0003, 0.0004
O, 9.7022, 1.075, 14.0306, 0.0012, 0.0002, 0.0002
O, 4.3806, 6.9421, 11.5176, -0.0012, 0.0009, 0.0006
O, 4.7561, 4.4879, 20.2043, -0.0001, -0.0002, -0.0025
O, 9.9503, 1.326, 16.6464, -0.0002, -0.0008, -0.0004
O, 6.6856, 4.298, 11.6249, -0.001, -0.0021, 0.0017
O, 5.5868, 8.4103, 18.5715, -0.0002, 0, -0.0011
O, 9.0657, 2.7442, 20.2624, 0.0007, -0.0001, -0.0023
O, 3.5986, 1.1388, 15.7637, 0.0009, 0.001, 0.0003
O, 4.2151, 3.0812, 17.8889, 0.0004, 0, -0.0011
O, 9.9208, 7.2242, 20.8998, -0.0001, 0.0002, -0.0027
O, 3.3449, 8.6505, 9.7909, -0.0006, 0.0021, 0.0021
O, 3.9308, 7.4286, 16.353, 0, 0.0002, 0
O, 7.6296, 0.4788, 15.6858, 0.0003, -0.0002, 0.0009
O, 8.9139, 7.3081, 15.0333, 0.0005, 0.0006, 0.001
O, 3.9307, 1.4415, 21.1429, -0.0003, 0.0002, -0.0029
O, 1.5825, 9.1332, 11.6693, -0.0005, 0.0009, 0.0021
O, 2.2975, 6.1634, 10.1742, 0.0033, 0.0016, 0.0047
O, 7.35, 6.4629, 18.1312, 0.0001, -0.0009, -0.0012
O, 7.2113, 4.3619, 21.1337, -0.0004, 0.0011, -0.0031
O, 4.5578, 8.2435, 13.7733, 0.0005, -0.0005, 0.0008
O, 3.3364, 8.6604, 19.9529, 0.0006, 0.0003, -0.0023
O, 2.4945, 3.2424, 19.8659, 0.0004, 0.0005, -0.0026
O, 3.7415, 10.3684, 17.9619, -0.0004, 0.0005, -0.0012

Results
free energy: -130699.693 eV
free energy less fixed offsets of B -154.04, O -568.88, Si -635.61 eV per atom: 3.027 eV

The program warned: the cutoff lies below the one the program advises for these potential files; the exchange-correlation potential is rough where the density is thin.
